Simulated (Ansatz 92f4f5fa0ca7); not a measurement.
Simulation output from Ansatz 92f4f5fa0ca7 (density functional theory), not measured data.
Periodic cell of 213 atoms, Si132O80H1, from a study of silicon, its oxide and their interface. The atomic structure is a simulated model.
Doubt: the cutoff is far below the 930 eV that the study's wrapper takes by default for these files, so forces and energies are approximate.
This geometry differs little from another in the collection (a relaxation step or a small displacement).

Settings
functional: PBE
potential files: Ansatz PAW
basis: plane waves
wave-function cutoff: 580 eV
density cutoff ratio: 5
exchange-correlation grid ratio: 1
k mesh: 1 x 1 x 1, Gamma-centred
self-consistency stop: 5e-08 eV per atom in the density residual
occupations: fixed
spin: none
net charge: +1 e, with a uniform compensating background and no finite-size correction

Cell vectors (angstrom)
a 10.938 0 0
b 0 10.938 0
c 0 0 31.5932

Atoms and the computed forces on them: element, x, y, z (angstrom), force x, y, z (eV/angstrom)
Si -0.5585 0.5978 24.0908 -0.0157 0.0329 0.0131
Si 6.1488 -0.5248 23.9901 0.0173 -0.0247 0.0235
Si 2.3362 3.2044 24.4053 -0.0325 0.0175 0.0007
Si 8.64 2.4165 24.2959 -0.0012 -0.061 -0.0021
Si 0.5174 4.8617 24.1875 0.0239 -0.019 0.0208
Si 5.1543 5.7185 24.2754 -0.0355 0.0097 0.0079
Si 3.3194 7.5182 24.1396 0.0272 -0.0111 0.0039
Si 7.7683 8.6211 24.2261 -0.026 0.0261 0.0288
Si 1.3094 1.3498 25.3982 0.0004 -0.005 0.0106
Si 6.8817 1.2896 25.3918 0.0089 0.0119 0.0062
Si 4.074 4.142 25.6438 0.017 0.0101 0.0106
Si 9.6917 4.0667 25.5531 0.0122 0.0103 0.0118
Si 1.4375 6.7487 25.3794 -0.0055 -0.0052 0.0098
Si 6.832 6.8535 25.4836 0.0015 0.009 0.0218
Si 4.2093 9.4986 25.191 0.0001 -0.0017 0.0008
Si 9.5715 9.6442 25.3599 -0.0016 -0.0033 0.0042
Si 2.7735 -0.0614 26.6705 -0.0011 0.0011 0.0018
Si 8.2214 -0.0185 26.8386 -0.0005 0.002 -0.013
Si 0.056 2.6826 26.8978 -0.0043 -0.0056 -0.0084
Si 5.5033 2.68 26.7879 -0.0067 -0.0061 -0.0008
Si 2.7011 5.4977 26.9227 -0.0018 0.0001 -0.0247
Si 8.2325 5.4652 26.7932 0.0026 -0.0008 0.001
Si 0.0253 8.2043 26.7047 0 0.0029 -0.0019
Si 5.4566 8.2256 26.8127 -0.0023 0.0011 -0.0053
Si 4.1018 1.3673 28.175 -0.0888 -0.3638 -0.5472
Si 9.5708 1.3673 28.175 -0.0724 -0.1388 0.4798
Si 1.3673 4.1018 28.175 0.0354 -0.1549 0.8485
Si 6.8362 4.1018 28.175 0.1609 -0.1918 -0.2851
Si 4.1018 6.8362 28.175 -0.0194 0.4724 0.4632
Si 9.5708 6.8362 28.175 0.2259 0.2414 -0.4193
Si 1.3673 9.5708 28.175 0.2225 -0.1492 -0.7241
Si 6.8362 9.5708 28.175 -0.0511 -0.0108 0.204
Si 0 0 29.5422 -0.0804 0.0733 -0.0171
Si 5.469 0 29.5422 -0.0094 -0.0492 0.0366
Si 2.7345 2.7345 29.5422 -0.081 0.0897 0.0157
Si 8.2035 2.7345 29.5422 0.0471 0.0029 0.0369
Si 0 5.469 29.5422 -0.0028 -0.0697 0.0367
Si 5.469 5.469 29.5422 -0.0278 0.0485 -0.0362
Si 2.7345 8.2035 29.5422 0.0955 0.0156 0.0486
Si 8.2035 8.2035 29.5422 -0.0436 0.0419 -0.004
Si 1.3673 1.3673 30.9095 0.0434 -0.0485 0.0052
Si 6.8362 1.3673 30.9095 -0.0114 0.0616 -0.0332
Si 4.1018 4.1018 30.9095 0.0348 -0.087 0.0025
Si 9.5708 4.1018 30.9095 -0.0279 0.0216 -0.024
Si 1.3673 6.8362 30.9095 0.0196 0.0404 -0.0321
Si 6.8362 6.8362 30.9095 0.0407 -0.0494 0.0067
Si 4.1018 9.5708 30.9095 -0.0787 -0.0275 -0.0126
Si 9.5708 9.5708 30.9095 0.0821 -0.0246 -0.0006
Si 2.7345 0 0.6835 0.0444 0.0187 0.0341
Si 8.2035 0 0.6835 -0.04 0.0285 0.0187
Si 0 2.7345 0.6835 -0.0527 0.0769 -0.0283
Si 5.469 2.7345 0.6835 0.058 -0.0612 0.03
Si 2.7345 5.469 0.6835 -0.0485 0.029 0.0267
Si 8.2035 5.469 0.6835 0.0294 -0.0419 0.0359
Si 0 8.2035 0.6835 -0.0527 -0.0283 0.0236
Si 5.469 8.2035 0.6835 -0.0608 0.1144 -0.0252
Si 4.1018 1.3673 2.0507 -0.0414 0.0979 -0.043
Si 9.5708 1.3673 2.0507 0.1867 0.0453 -0.0144
Si 1.3673 4.1018 2.0507 -0.0523 -0.1977 -0.005
Si 6.8362 4.1018 2.0507 -0.0057 0.0285 -0.0265
Si 4.1018 6.8362 2.0507 0.0568 -0.0189 0.0134
Si 9.5708 6.8362 2.0507 0.0346 0.0765 -0.0048
Si 1.3673 9.5708 2.0507 0.0221 0.0102 -0.0093
Si 6.8362 9.5708 2.0507 -0.0876 -0.2133 -0.0281
Si 0 0 3.418 -0.2117 0.2397 -0.3161
Si 5.469 0 3.418 0.0463 -0.1125 0.4036
Si 2.7345 2.7345 3.418 0.1605 -0.0541 -0.9827
Si 8.2035 2.7345 3.418 -0.0872 0.2008 0.6087
Si 0 5.469 3.418 -0.2331 0.0251 0.1728
Si 5.469 5.469 3.418 0.2728 0.1134 -0.1557
Si 2.7345 8.2035 3.418 -0.0467 0.0883 0.3493
Si 8.2035 8.2035 3.418 -0.3651 -0.1485 -0.334
Si 1.4224 1.3695 4.7123 -0.0199 -0.0274 0.037
Si 6.8217 1.3701 4.8438 0.0009 -0.0015 0.011
Si 4.0805 4.0914 4.6987 -0.0097 -0.0006 0.0196
Si 9.5073 4.2066 4.867 0.0047 0.0071 0.003
Si 1.3163 6.8574 4.797 0.0025 -0.0072 0.0041
Si 6.8511 6.8193 4.8262 0.0028 0.0003 0.0043
Si 4.1194 9.5413 4.8494 -0.008 -0.0069 -0.0009
Si 9.4591 9.6539 4.7088 0.0109 0.0006 0.017
Si 2.6827 -0.0363 6.1698 0.0278 0.0357 0.0042
Si 8.1937 0.0396 6.2606 -0.0549 -0.021 -0.0257
Si 0.1036 2.8518 6.023 -0.0389 -0.0263 -0.0338
Si 5.3413 2.7105 6.127 0.0317 0.0316 -0.0172
Si 2.8133 5.5288 6.0824 -0.0244 -0.0155 -0.0148
Si 8.1234 5.5138 6.4231 0.0036 -0.0042 -0.0106
Si -0.2172 8.2035 6.0098 0.0211 0.0087 -0.0075
Si 5.4936 8.1648 6.2424 -0.0031 -0.0047 -0.0138
Si 3.4777 1.8296 7.3625 -0.088 -0.0268 0.0169
Si 10.2635 0.9389 7.0605 0.0817 0.0022 0.0252
Si 1.9875 3.6836 7.2239 0.0361 -0.0318 -0.2483
Si 6.2477 4.3979 7.467 -0.0005 0.0226 -0.0097
Si 4.6244 6.257 7.3987 -0.0204 -0.034 0.0283
Si 8.9305 7.5713 7.4792 -0.0354 0.0156 0.0033
Si 0.7721 9.966 7.1527 -0.0497 -0.0012 -0.0013
Si 7.0857 9.2758 7.577 0.0431 -0.0061 0.0031
O 0.7253 9.5695 8.7826 0.0173 -0.0055 0.0136
O 2.4579 4.0969 9.2139 0.0892 0.1168 0.3361
O 10.5786 1.472 8.6383 0.0029 0.0038 -0.0302
O 6.374 9.6717 9.0545 -0.0113 0.0039 0.0107
O 3.3301 1.6425 9.044 0.0315 -0.0701 -0.0288
O 4.0314 6.3904 8.9734 0.0255 0.0613 -0.0062
O 6.2777 3.6634 8.9871 0.014 -0.009 0.0067
O 9.6154 7.7457 9.0169 0.0129 -0.0039 0.0189
O 3.1138 2.8419 22.9749 0.0108 -0.0105 -0.0122
O 6.2208 10.7286 22.3304 -0.0019 0.0078 -0.0266
O 8.0988 3.2565 22.9715 -0.0023 0.0139 0.0025
O 0.0127 4.9644 22.5838 0.0006 0.0067 -0.0177
O 8.1229 8.1861 22.6581 0.0122 -0.0021 -0.0295
O 2.6896 7.6972 22.5967 -0.0102 0.0028 -0.0113
O 5.8738 4.8185 23.0493 0.0066 -0.0046 -0.0021
O 10.7712 11.199 22.499 0.006 -0.0116 -0.0219
Si 7.0488 0.1662 20.9543 0.0031 0.006 0.0218
Si 6.9891 2.3762 14.7372 -0.008 0.0017 -0.0303
Si 6.7808 2.4105 9.9236 -0.0137 -0.0213 -0.0023
Si 3.1713 3.6771 21.5862 -0.0002 0.0117 0.0323
Si -3.1644 7.2102 21.401 -0.0106 -0.0099 0.0101
Si -0.6201 9.1157 9.6062 -0.021 0.0096 -0.0149
Si 10.0573 11.3996 21.0382 0.0066 0.003 0.0293
Si 3.9882 2.98 14.7505 0.0043 0.0057 -0.0354
Si 4.8371 -6.2869 18.1617 -0.0033 0.0085 -0.0069
Si 7.3107 4.295 12.3838 -0.0096 -0.0132 -0.0355
Si -2.002 7.8476 16.7284 0.0122 -0.0089 -0.0295
Si 5.7733 10.4478 10.3781 -0.0036 0.0137 -0.0238
Si 3.439 -1.7323 12.0954 -0.0038 -0.008 -0.031
Si 7.2831 10.4962 13.1943 0.0019 0.0018 -0.0387
Si 16.0985 -3.826 19.7378 -0.0022 -0.0011 0.0084
Si 14.0289 0.1861 14.331 0.0001 0.0067 -0.0223
Si 7.1783 4.3337 22.182 -0.0032 -0.011 0.0092
Si 0.5625 4.8423 21.0437 -0.0007 0.004 0.0128
Si 2.8907 2.7106 10.1791 -0.0175 0.1863 -0.1266
Si 11.3034 1.0342 14.8972 0.004 0 -0.0283
Si 9.4795 1.043 9.7508 -0.0135 0.0013 -0.0004
Si 15.2412 15.4502 12.1206 -0.0403 -0.0085 -0.0786
Si 5.0647 8.93 14.5477 -0.0049 0.0106 -0.0238
Si 11.5485 8.0246 12.1836 0.0077 -0.0105 -0.0293
Si 10.1764 5.2884 12.7626 0.0114 -0.0065 -0.0317
Si 9.8342 9.4465 14.2575 -0.0022 0.0043 -0.0202
Si 5.6744 2.6999 19.9898 0.0032 0.0097 0.0105
Si 8.8463 9.1223 19.5426 0.0005 -0.0048 -0.0036
Si 2.7408 6.7033 21.3044 0.0075 -0.0008 0.0287
Si 9.3684 2.7536 16.6028 0.0069 0.0025 -0.0244
Si 11.1905 2.3244 11.9702 0.036 -0.0093 -0.0642
Si -0.1557 2.8279 19.1437 0.0012 0.0019 -0.0104
Si 2.8172 5.7164 9.799 -0.0583 -0.2113 -0.0724
Si -0.4281 -5.5141 15.9821 -0.0003 0.0024 -0.0172
Si 5.9175 -3.906 16.8888 -0.0012 0 -0.0159
Si 2.0556 3.9033 17.1403 0.0008 -0.0011 -0.0213
O 19.0507 1.7623 9.2533 0.0108 0.0038 0.0018
O 16.7924 5.0451 12.1509 0.0244 0.0032 0.0172
O 9.371 4.3696 16.4648 -0.0046 -0.0024 0.0065
O 4.1238 -0.7948 15.1252 0.0047 -0.0058 0.0103
O 12.624 3.6512 20.9356 0.0005 -0.0028 -0.0085
O 1.2685 6.2952 20.6927 -0.0017 -0.0017 -0.0004
O 10.8267 3.8789 12.2549 -0.0089 0.0094 0.0207
O -0.4846 4.2732 19.9109 -0.0027 -0.0032 -0.001
O -1.4283 -8.5334 18.1835 0.0002 -0.0061 0.0091
O 4.3016 9.7819 10.797 0 -0.0085 0.0177
O 3.4573 5.2932 21.8139 -0.0015 -0.0036 -0.0081
O 10.8749 1.6095 20.2223 0.0048 -0.0004 -0.0015
O -4.1839 3.5879 20.8081 -0.0095 -0.0123 -0.0261
O -2.8883 5.6618 21.805 0.009 0.0073 -0.0003
O 13.6719 10.4538 12.882 -0.0003 -0.0022 0.0197
O 3.2768 5.5578 11.36 0.0371 0.023 0.0733
O 8.4876 11.8076 21.334 -0.0032 -0.0057 -0.0076
O 10.3563 5.5301 14.3528 0.002 0.0009 0.028
O 1.4547 6.5262 9.4722 0.0776 0.0473 -0.1471
O 4.1194 3.1697 11.153 0.0307 -0.014 0.0642
O 11.4412 12.478 13.3524 -0.0012 -0.0073 0.0367
O 8.8421 -0.9025 13.1032 0.0066 -0.0054 0.0174
O 11.1217 8.6289 13.6428 -0.0053 0.0063 0.0213
O 7.0324 1.0798 13.7403 0.001 0.0091 0.0198
O 5.5096 2.7708 15.3088 0.0059 0.0007 0.0156
O 7.2759 3.0451 11.3371 0.0106 0.0208 0.0264
O 4.1965 2.888 20.6392 0.0112 -0.0095 -0.0064
O 14.7847 4.2088 13.6552 -0.0012 -0.0101 0.0371
O 5.7418 12.0765 10.0656 0.0032 -0.0049 0.0076
O -4.7284 7.4429 20.9401 0.0038 0.0045 -0.0079
O 10.6953 8.8961 11.1384 0.0029 -0.0018 0.0062
O 5.1782 -3.1991 15.6266 0.006 -0.0077 0.0207
O 5.2133 5.502 19.4987 0.0007 -0.0033 -0.0017
O 12.7693 0.4672 15.3191 -0.0008 0.0026 0.0082
O -2.3344 5.3051 12.2306 0.0014 0.002 0.0108
O 3.6409 7.4861 20.1901 0.0062 0.006 -0.0101
O 11.0546 6.4643 12.029 -0.0064 -0.0018 0.016
O 8.7916 -3.3231 20.1867 0.0013 0.008 -0.01
O 8.9789 8.5284 15.26 0.0023 -0.0028 0.018
O -0.7354 6.8196 16.7579 -0.0057 0.0045 0.0082
O 6.1107 1.1422 20.05 -0.0068 0.0039 -0.0046
O 7.4283 -1.0846 19.9589 0.0018 -0.0035 0.0015
O 2.903 3.1357 15.95 -0.0068 0.0039 0.0188
O 5.4392 -5.4768 16.8758 -0.0002 -0.0019 0.009
O 8.0004 2.1266 15.9878 0.0056 -0.0028 0.0122
O 10.3077 -0.2106 15.1184 -0.0014 0.0022 0.0081
O 6.7343 10.3022 11.6789 0.0033 -0.0036 0.0244
O 12.0259 4.9878 16.3946 0.0029 -0.0058 0.0082
O 1.1637 2.9666 18.1507 -0.0065 -0.0043 0.0092
O 10.7027 2.2455 15.782 -0.004 0.0039 0.0143
O 6.5449 9.5001 14.2387 -0.0051 -0.0068 0.0134
O 3.2072 -6.3209 18.0457 0.009 0.0011 0.0093
O 7.5315 7.0372 16.779 -0.0051 -0.001 0.0103
O 5.5319 3.1916 18.4221 0.0041 -0.0096 -0.0036
O 5.4928 7.7954 18.2858 -0.001 0.003 0.0084
O -1.9039 -1.9898 17.9292 0.0027 0.0039 0.0139
O 1.5965 2.2764 11.0293 -0.0798 -0.0518 0.0894
O 10.0742 10.013 20.1578 0.0003 -0.0001 -0.0044
O 2.1935 -2.7529 11.7814 0.0085 0.0096 0.0185
O 4.4269 8.4004 13.1287 0.0035 0.0025 0.0178
O 9.2412 -0.5756 9.6236 0.0087 -0.011 0.0052
O 7.4868 14.611 13.8737 0.0047 -0.0075 0.0217
O 3.7061 1.6242 13.904 -0.0019 -0.0015 0.0159
O 9.9743 1.5539 11.2065 0.0066 0.0066 0.0105
H 0.609 6.1841 9.7999 -0.0763 0.0014 0.153

Results
free energy: -129428.694 eV
free energy less fixed offsets of H -15.97, O -568.88, Si -635.61 eV per atom: -1.804 eV

The program warned: the cutoff lies below the one the program advises for these potential files; the forces do not sum to zero within the program's tolerance; the exchange-correlation potential is rough where the density is thin.
